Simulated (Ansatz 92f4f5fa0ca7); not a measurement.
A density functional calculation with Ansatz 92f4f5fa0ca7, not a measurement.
Periodic cell of 375 atoms, Si241O134, from a study of silicon, its oxide and their interface. The atomic structure is a simulated model.
Doubt: the cutoff is far below the 930 eV that the study's wrapper takes by default for these files, so forces and energies are approximate.
This geometry differs little from another in the collection (a relaxation step or a small displacement).

Settings: functional PBE; potential files Ansatz PAW; basis plane waves; wave-function cutoff 580 eV; density cutoff ratio 5; exchange-correlation grid ratio 1; k mesh 1 x 1 x 1, Gamma-centred; self-consistency stop 5e-08 eV per atom in the density residual; occupations fixed; spin none; net charge 0.

Cell vectors (angstrom)
a	11.6015	0	0
b	0	13.3963	0
c	0	0	42.6862

Atoms and the computed forces on them: element, x, y, z (angstrom), force x, y, z (eV/angstrom)
Si	0	2.2327	1.1851	-0.0143	0.0774	0.0101
Si	3.8672	2.2327	1.1851	-0.0234	0.0635	0.0076
Si	7.7343	2.2327	1.1851	-0.0031	-0.0057	0.0367
Si	1.9336	5.5818	1.1851	0.0445	0.0087	0.062
Si	5.8008	5.5818	1.1851	-0.0269	0.0422	-0.0552
Si	9.6679	5.5818	1.1851	0.0386	0.0058	0.0224
Si	0	8.9308	1.1851	-0.0074	-0.0193	-0.0041
Si	3.8672	8.9308	1.1851	-0.0397	-0.0542	-0.0193
Si	7.7343	8.9308	1.1851	0.0099	-0.0352	0.0039
Si	1.9336	12.2799	1.1851	-0.0215	-0.0009	-0.1165
Si	5.8008	12.2799	1.1851	0.0435	-0.0066	0.0872
Si	9.6679	12.2799	1.1851	0.0067	-0.0299	0.0451
Si	1.9336	1.1164	1.9745	0.1059	-0.1404	-0.0347
Si	5.8008	1.1164	1.9745	0.0051	0.0116	-0.0263
Si	9.6679	1.1164	1.9745	-0.0262	0.0445	-0.0242
Si	0	4.4654	1.9745	-0.1473	-0.1293	-0.02
Si	3.8672	4.4654	1.9745	0.0836	-0.0213	0.0241
Si	7.7343	4.4654	1.9745	-0.0796	0.0213	-0.0525
Si	1.9336	7.8145	1.9745	0.1431	0.1007	0.0084
Si	5.8008	7.8145	1.9745	-0.0098	-0.1241	-0.0069
Si	9.6679	7.8145	1.9745	-0.0462	0.0605	-0.0174
Si	0	11.1635	1.9745	0.1772	-0.0286	0.0029
Si	3.8672	11.1635	1.9745	-0.2185	0.0521	-0.043
Si	7.7343	11.1635	1.9745	0.0578	0.0449	-0.0108
Si	1.9336	1.1164	4.3426	0.2198	-0.3202	0.0126
Si	5.8008	1.1164	4.3426	0.0468	-0.0153	0.3855
Si	9.6679	1.1164	4.3426	-0.1238	0.1434	0.1358
Si	0	4.4654	4.3426	-0.3437	-0.3279	-0.4179
Si	3.8672	4.4654	4.3426	0.1533	-0.0307	-0.1838
Si	7.7343	4.4654	4.3426	-0.1818	-0.0225	0.4902
Si	1.9336	7.8145	4.3426	0.4339	0.181	-0.199
Si	5.8008	7.8145	4.3426	-0.2022	-0.2439	-0.3004
Si	9.6679	7.8145	4.3426	-0.1611	0.0659	-0.1752
Si	0	11.1635	4.3426	0.4207	-0.1705	-0.1601
Si	3.8672	11.1635	4.3426	-0.5327	0.0831	0.1319
Si	7.7343	11.1635	4.3426	0.1471	0.1282	-0.0735
Si	0	0	38.3457	-0.0737	0.1724	-0.1247
Si	3.8672	0	38.3457	-0.0741	0.3468	0.521
Si	7.7343	0	38.3457	0.5188	0.0778	-0.011
Si	1.9336	3.3491	38.3457	0.0676	0.0889	-0.3063
Si	5.8008	3.3491	38.3457	-0.1374	0.501	-0.1543
Si	9.6679	3.3491	38.3457	-0.2032	0.0712	-0.4164
Si	0	6.6981	38.3457	0.2722	-0.1963	0.1018
Si	3.8672	6.6981	38.3457	0.2655	-0.1716	-0.3548
Si	7.7343	6.6981	38.3457	-0.2591	-0.143	-0.2152
Si	1.9336	10.0472	38.3457	-0.494	0.0728	0.3378
Si	5.8008	10.0472	38.3457	0.0544	-0.2512	0.2245
Si	9.6679	10.0472	38.3457	0.2373	-0.0983	0.2881
Si	0	0	40.7138	-0.0094	0.053	-0.0119
Si	3.8672	0	40.7138	-0.03	0.1414	-0.0111
Si	7.7343	0	40.7138	0.1919	0.0124	0.0458
Si	1.9336	3.3491	40.7138	0.0431	0.0513	0.0173
Si	5.8008	3.3491	40.7138	-0.0673	0.2154	0.008
Si	9.6679	3.3491	40.7138	-0.0909	0.0342	0.0307
Si	0	6.6981	40.7138	0.1051	-0.0459	0.0119
Si	3.8672	6.6981	40.7138	0.1211	-0.068	0.0501
Si	7.7343	6.6981	40.7138	-0.0891	-0.0527	0.0078
Si	1.9336	10.0472	40.7138	-0.1976	0.0276	0.0108
Si	5.8008	10.0472	40.7138	-0.0018	-0.119	-0.0097
Si	9.6679	10.0472	40.7138	0.0938	-0.0636	0.0148
Si	0	2.2327	41.5032	0.0217	-0.0763	-0.0538
Si	3.8672	2.2327	41.5032	0.0252	-0.0677	0.0231
Si	7.7343	2.2327	41.5032	-0.0054	-0.0046	-0.0516
Si	1.9336	5.5818	41.5032	-0.0441	-0.0101	-0.006
Si	5.8008	5.5818	41.5032	0.0193	-0.0426	0.0768
Si	9.6679	5.5818	41.5032	-0.0274	0.0019	-0.0511
Si	0	8.9308	41.5032	0.0123	0.0225	0.07
Si	3.8672	8.9308	41.5032	0.0308	0.0568	-0.0449
Si	7.7343	8.9308	41.5032	-0.0037	0.0346	-0.0143
Si	1.9336	12.2799	41.5032	0.0134	-0.0036	0.0215
Si	5.8008	12.2799	41.5032	-0.0524	-0.0034	-0.0807
Si	9.6679	12.2799	41.5032	0.0063	0.0232	0.0186
Si	1.2953	3.3894	23.2322	-0.0014	-0.0005	0.0063
Si	0.7116	6.6121	32.2285	-0.0158	0.0419	0.0021
Si	2.1069	5.3378	30.8873	0.0004	0.0238	-0.0151
Si	6.7193	7.9259	19.3864	-0.0027	0.0014	-0.0034
Si	4.8951	1.0659	32.3271	-0.0061	0.0294	-0.0031
Si	10.8799	1.8705	29.5174	-0.0232	0.0012	0.0022
Si	3.906	10.5046	32.4134	0.0235	-0.0224	-0.0126
Si	3.9431	9.209	34.4475	-0.0228	0.0042	0.0072
Si	12.8412	2.2806	31.7675	-0.0089	-0.0177	0.0152
Si	-1.621	6.2469	31.9024	-0.0909	-0.1654	-0.0759
Si	6.0599	5.6375	23.1985	-0.0025	-0.006	0.0024
Si	9.3573	11.5145	30.5069	0.0134	0.026	-0.0161
Si	3.6409	0.2257	28.8431	-0.0181	0.0149	0.0203
Si	4.6098	8.2883	24.1636	-0.01	-0.0138	-0.0043
Si	7.931	2.2638	29.856	-0.0112	0.0018	0.0465
Si	1.7131	5.8203	34.344	0.0016	-0.003	0.0113
Si	0.6105	10.5818	26.0847	0.0023	-0.0003	0.011
Si	5.6982	-1.1807	32.5351	0.0072	-0.0412	0.0002
Si	-2.5394	13.0743	28.7613	0.0037	-0.002	0.0389
Si	5.6481	5.7222	34.152	-0.0005	-0.0051	0.006
Si	5.1368	9.2107	31.016	0.0224	0.0535	0.0314
Si	0.2979	15.7204	34.1636	0.0076	-0.0034	0.0045
Si	2.0611	11.9879	32.0679	-0.0094	-0.0124	-0.0102
Si	13.4535	13.4943	26.2464	0.0005	0.0107	0.0022
Si	5.1113	6.0247	31.8061	0.0264	-0.0163	0.038
Si	4.0797	2.1191	34.371	0.0043	-0.0106	-0.0031
Si	7.7841	2.2926	34.281	-0.0015	-0.0102	-0.0249
Si	2.9484	0.637	31.108	0.0152	-0.0019	-0.0077
Si	11.5288	8.9001	32.3089	0.0333	-0.0133	0.0287
Si	11.8161	10.8405	30.9272	0.0039	0.0094	0.0041
Si	-2.4021	8.4207	32.3562	-0.0215	0.0161	0.017
Si	7.9832	8.8984	34.4062	-0.0181	-0.0103	-0.0271
Si	9.6088	5.5231	34.2289	0.0243	0.0329	0.0056
Si	1.8497	12.3179	34.4345	0.0013	-0.0023	0.0109
Si	5.7863	12.2987	34.8383	-0.0163	0.0012	0.0114
Si	9.4233	12.427	34.3282	0.0107	-0.0094	-0.0035
Si	2.0594	1.1429	35.1795	-0.0016	0.0017	-0.0007
Si	5.983	1.176	35.3782	0.0032	-0.0033	0.0265
Si	9.8088	1.2655	35.0212	-0.0014	0.0019	0.0007
Si	-0.0538	4.4745	35.1383	-0.0145	0.0046	0.0043
Si	3.7547	4.5095	34.9519	-0.0013	0.0019	0.0037
Si	7.5983	4.549	34.998	-0.0031	0.0103	0.0096
Si	2.0539	7.9786	35.2606	0.0123	0.0165	-0.006
Si	5.8727	7.9169	35.0467	0.0104	0.0055	0.0071
Si	9.7939	7.7102	35.2932	0.0279	-0.0075	0.0173
Si	-0.169	11.3022	35.1463	-0.0034	0.0061	-0.0022
Si	3.7658	11.2921	35.4409	0.0095	-0.0031	0.0133
Si	7.7487	11.1152	35.3245	-0.0063	0.016	0.0132
Si	1.9438	1.117	37.5504	-0.0011	-0.0036	0.0077
Si	5.8199	1.1302	37.6717	0.005	0.0014	-0.0042
Si	9.6961	1.1436	37.4681	0.0034	0.0051	0.0128
Si	-0.0113	4.4538	37.53	0.0011	-0.0054	0.0097
Si	3.8438	4.4652	37.4371	-0.0074	-0.0039	0.0072
Si	7.7149	4.4738	37.4597	-0.0058	-0.0044	0.0063
Si	1.9577	7.8276	37.5978	0.0019	0.0014	0.0095
Si	5.8096	7.8286	37.4802	0.0042	-0.0011	0.0032
Si	9.6799	7.7879	37.6201	0.0041	0.0055	0.0048
Si	-0.028	11.1918	37.5309	-0.003	0.0039	0.0068
Si	3.8509	11.1757	37.7166	-0.0043	0.0077	-0.0053
Si	7.7403	11.1444	37.6375	-0.0002	-0.0076	0.0026
Si	-0.0071	-0.0086	5.0937	-0.0081	0.0027	0.0032
Si	3.8972	-0.0114	5.2155	0.003	-0.0023	-0.001
Si	7.7445	-0.0009	5.1659	0.008	0.0104	-0.0021
Si	1.9252	3.3456	5.0326	-0.0044	-0.0007	-0.0019
Si	5.7742	3.3452	5.1938	0.0024	-0.0077	-0.0004
Si	9.6486	3.3572	5.1932	-0.0133	-0.0001	0.0071
Si	0.0194	6.6884	4.9743	0.0157	0.004	-0.0051
Si	3.8724	6.675	5.1479	0.0009	-0.0099	-0.0076
Si	7.7213	6.7182	5.1393	-0.0055	-0.0181	-0.0224
Si	1.9268	10.01	5.2465	-0.0133	-0.0018	-0.0083
Si	5.7822	10.0433	5	-0.0069	-0.0017	0.0184
Si	9.6929	10.0609	5.0902	0.0203	0.0235	-0.0085
Si	0.078	-0.0068	7.4311	0.0276	0.0029	-0.0288
Si	3.9489	-0.1319	7.652	-0.0086	0.0008	0.0099
Si	7.8241	-0.0925	7.5619	-0.0095	-0.0076	-0.0091
Si	1.8127	3.2883	7.3307	0.022	-0.0051	-0.006
Si	5.589	3.1462	7.6072	-0.0162	0.001	-0.0049
Si	9.5108	3.3657	7.6072	0.0182	0.0131	-0.0097
Si	0.0718	6.6118	7.255	-0.029	-0.0146	0.0085
Si	3.8644	6.5457	7.5228	0.0061	0.0021	0.0023
Si	8.016	7.0212	7.4556	0.0854	0.0875	-0.0184
Si	1.9283	9.8541	7.7181	-0.0109	0.0135	0.0096
Si	5.7693	9.9847	7.2942	0.0007	0.012	-0.0116
Si	9.8601	10.1806	7.418	0.0437	-0.0395	-0.0284
Si	-0.0971	2.2121	8.1796	-0.0308	0.0003	0.0159
Si	3.5751	2.1166	8.3509	-0.0004	-0.0063	-0.0105
Si	7.5847	2.1409	8.3823	-0.0044	0.0032	0.0134
Si	1.8864	5.4701	8.1765	-0.0114	-0.0006	0.0028
Si	5.2136	5.1014	8.852	-0.0124	-0.0107	0.0169
Si	9.7785	5.6944	8.1837	0.0213	-0.029	-0.0225
Si	0.1566	7.5467	13.3112	-0.019	-0.0141	-0.0289
Si	3.997	8.7639	8.3582	0.0321	-0.0047	0.0164
Si	6.7424	8.9835	11.5413	-0.031	-0.0149	-0.0019
Si	0.2581	10.4282	12.1357	-0.0099	0.007	0.0035
Si	5.9764	12.0394	8.3813	0.0147	-0.0296	-0.0116
Si	9.8471	12.3118	8.4049	-0.0379	-0.0142	0.0366
Si	-5.0669	1.8038	11.3049	-0.0048	-0.0012	-0.0179
Si	2.6326	2.6561	10.5379	-0.0061	0.0048	0.0023
Si	12.039	1.8144	10.4288	0.0051	0.0004	-0.0102
Si	-3.2638	7.2858	11.0487	0.008	0.0392	0.0091
Si	4.4083	9.2873	17.9509	-0.0008	0.0048	-0.005
Si	4.9739	7.9182	10.3716	0.046	0.0362	0.0173
Si	5.2568	4.4939	12.6154	-0.0066	0.0308	-0.0278
Si	4.8803	11.54	19.987	0.0019	-0.0041	-0.005
Si	9.2817	8.6259	15.1904	-0.0099	0.0123	-0.0137
Si	3.8659	14.3438	11.6454	-0.0066	0.0143	0.0037
Si	8.1546	5.551	12.5996	0.012	0.0136	-0.0393
Si	13.0351	11.4248	14.7858	0.0022	0.0047	-0.0029
Si	6.7818	6.6671	9.3534	-0.0793	0.0177	0.0428
Si	4.39	-2.5339	15.1492	0.0107	-0.0041	-0.0075
Si	4.6477	0.6103	14.7794	0.0001	-0.0122	-0.0051
Si	-4.6529	10.1507	13.5332	0.0037	-0.0232	-0.0431
Si	-0.1142	8.6795	8.3196	-0.0102	0.009	-0.0178
Si	9.0486	3.4437	16.8021	0.0002	-0.0062	0.0024
Si	7.8542	9.2948	8.0666	-0.0662	-0.0276	0.0191
Si	9.376	11.6541	10.708	-0.0382	0.0019	-0.0018
Si	4.7695	5.0322	15.6381	-0.0057	-0.0071	0.0077
Si	1.9107	14.4015	15.8908	-0.002	-0.0062	-0.0037
Si	0.0286	5.8725	11.618	-0.0071	0.0047	0.0083
Si	8.6554	8.9649	23.236	-0.0029	-0.0137	-0.0072
O	6.9466	17.1131	20.1982	-0.0025	-0.0001	0.0009
O	4.2416	10.2521	19.2392	-0.0005	0.0028	0.0067
O	8.7047	-10.4234	18.3277	-0.0029	0.0003	0.004
O	31.4739	9.6487	14.3902	0.0179	-0.0049	0.0209
O	22.1233	2.6377	21.2152	-0.0004	-0.0052	0.0009
O	14.2009	-10.6386	23.9516	-0.0019	0.0002	-0.0003
O	12.1459	9.0658	18.0717	0.0007	-0.0046	0.0055
O	5.5877	5.4869	21.6385	-0.0016	0.0002	-0.0002
O	-15.6815	15.5524	10.0629	-0.0006	0.0002	-0.0041
O	1.6486	0.962	17.5034	-0.0009	0.0011	0.011
O	4.2189	14.2256	13.2314	0.0052	-0.0007	0.0107
O	-6.8424	4.8098	19.1117	-0.0028	-0.0049	-0.0044
O	21.6812	22.8335	16.3506	0.0019	0.001	0.0098
O	6.0955	14.6722	15.0867	0.0002	0.0036	0.0037
O	28.7233	10.0305	14.3263	-0.0205	0.0047	0.018
O	8.376	12.0215	19.0379	0.0004	0.0011	0.0052
O	17.3976	11.0312	21.2501	-0.0011	0.0007	0.0036
O	18.215	9.8747	31.4013	-0.057	-0.0684	-0.019
O	0.9521	2.1181	15.2068	0.0019	-0.0038	0.0032
O	-13.8396	5.2342	25.4169	-0.005	0.0062	-0.0075
O	-2.5381	21.6867	21.8038	-0.0004	0.0052	0.0096
O	-2.6758	20.4557	27.9238	-0.019	0.0065	-0.0034
O	16.1292	22.5906	22.7951	0.0032	0.0016	0.0056
O	17.4178	3.091	11.9946	0.0043	-0.0116	0.0086
Si	4.651	3.7975	17.796	-0.0013	-0.001	0.0072
Si	15.0623	1.367	23.9114	-0.0005	0.0059	0.008
Si	13.5861	-8.3558	10.5213	0.0177	-0.0166	-0.009
Si	-3.5296	9.4854	30.6962	-0.0216	0.0127	0.0208
Si	11.1788	12.9311	21.8351	-0.0035	0.0067	-0.0026
Si	7.2363	-13.684	18.626	-0.0006	-0.001	-0.0067
Si	7.5901	0.9284	15.6487	0.0026	-0.0119	-0.0065
Si	6.1186	4.7879	29.2165	0.0048	-0.0212	0.0115
Si	-4.2861	-16.1705	9.9877	-0.0128	0.0151	0.0002
Si	0.1802	3.4728	20.5292	0.0004	0.0038	0.0001
Si	0.0818	-9.9106	15.228	-0.0043	0.0004	-0.0025
Si	-3.5988	-1.0837	25.9333	0.014	0.0223	0.0152
Si	0.0611	-4.3664	34.6265	-0.0071	-0.012	-0.0074
Si	10.5211	3.895	12.2837	0.0107	-0.0091	-0.0282
Si	0.2442	6.5772	20.3997	0.0017	-0.0008	0.0019
Si	-5.981	3.1113	24.8338	-0.005	-0.0001	0.0061
Si	8.4048	1.8652	24.9674	-0.0008	0.0092	0.0054
Si	4.1331	5.7114	10.9161	0.0193	-0.0098	-0.0185
Si	10.5187	15.0892	22.6021	-0.0055	0.0176	0.0198
Si	1.8306	6.1661	15.5099	-0.0104	-0.0014	-0.0051
Si	6.0259	5.0798	20.1252	0.0031	0.0001	0.0052
Si	7.8142	-7.3826	15.6095	0.016	0.0068	-0.0021
Si	1.8496	7.8623	25.4554	-0.004	-0.0121	0.0058
Si	12.852	10.0089	28.9044	-0.0168	0.0012	0.0311
Si	11.3393	-3.2758	17.1217	-0.0062	-0.0024	-0.0038
Si	-1.1605	-6.2901	9.978	-0.007	-0.0122	0.0128
Si	7.2459	14.9533	32.0405	0.0166	0.0167	0.0008
Si	1.6994	-0.9012	10.4891	0.0059	0.0055	-0.0442
Si	9.4767	-4.7914	20.2663	-0.0012	-0.001	-0.005
Si	5.868	9.9336	26.6196	0.0035	-0.0218	0.0062
Si	11.9165	6.2722	23.3603	0.0001	-0.0012	0.0049
Si	1.6022	7.8201	18.0671	-0.0024	0.0047	-0.0004
Si	8.1243	12.6586	32.2502	-0.0084	0.0107	0.0103
Si	8.9997	19.5023	24.0803	0.0047	-0.0103	0.0061
Si	13.5595	12.1765	8.2115	-0.0013	-0.0079	0.0213
Si	19.0008	20.957	28.2136	0.0292	-0.0082	0.0184
Si	2.0811	2.0224	18.6753	-0.0076	-0.0048	-0.0044
Si	9.9017	-1.8342	19.3793	-0.0012	-0.0032	-0.0095
Si	0.9767	2.8286	27.1077	-0.0002	0.0034	0.002
Si	1.3361	20.3236	28.4177	-0.0382	-0.0145	0.0028
Si	-3.5374	13.0734	13.0245	0.0119	-0.0322	-0.0027
Si	-4.3633	2.653	18.9912	0.0058	-0.0007	0.001
Si	-1.7246	19.3537	28.6853	0.0068	-0.0088	0.0563
Si	27.3362	3.0816	27.6722	-0.0016	0.0018	0.0006
Si	2.6667	13.492	21.133	0.004	0.0056	0.0014
Si	10.0141	4.0807	26.376	0.0014	0.0019	0.0129
Si	15.9658	10.6779	28.379	-0.0095	-0.0017	0.0099
Si	5.8897	9.5608	21.9571	-0.004	-0.0016	-0.007
Si	9.9474	10.8126	23.9565	-0.0052	-0.0031	0.0018
O	3.3766	14.0666	22.4657	-0.0004	-0.0043	-0.0049
O	20.3319	-19.0744	24.3335	-0.0034	0.0119	0.0016
O	14.0634	-0.0733	27.7439	0.0007	-0.0048	-0.0061
O	5.7899	21.8161	18.1325	0.0012	-0.0027	0.0054
O	14.8254	-10.3818	18.0426	0.0071	0.0077	0.0005
O	0.0243	15.8137	23.5896	-0.0073	-0.0093	-0.0074
O	9.5874	19.1643	30.3085	0.0726	0.0901	0.0379
O	-4.0559	8.4124	29.5794	-0.0132	-0.0093	-0.0272
O	11.3861	6.4722	28.4107	0.0325	0.01	0.0009
O	14.7414	-18.5042	17.8783	-0.0043	-0.0026	0.0025
O	5.6493	7.07	23.8528	-0.0011	0.0065	0.0041
O	8.3599	2.3527	15.8048	-0.0036	0.0022	-0.0005
O	11.9323	2.6948	28.601	0.006	0.0058	0.0029
O	-2.0825	-10.714	29.9043	0.0159	-0.0056	-0.0067
O	12.4287	10.6562	16.0644	0.0034	-0.0012	0.003
O	1.5792	12.9945	15.16	-0.0014	-0.0004	0.0017
O	8.8964	-9.2435	12.102	-0.0035	-0.0069	0.0154
O	15.1885	25.7024	20.5592	-0.0038	-0.0002	0.0035
O	12.9582	11.0112	11.0929	-0.001	-0.0045	0.0013
O	4.8736	-3.8749	29.4274	0.0182	-0.018	0.0287
O	-6.8767	-9.1575	14.1686	0.0041	0.003	0.01
O	14.5995	13.7566	25.1102	-0.0037	-0.0032	0.0047
O	22.5646	2.5627	11.4398	-0.0022	0.0064	0.0045
O	0.4775	0.1847	10.8277	-0.0019	-0.01	-0.0006
O	33.9838	11.6785	22.8309	0.0045	-0.0034	-0.0002
O	12.3772	6.8784	21.9184	-0.0008	0.0009	0.0022
O	1.4305	8.3902	29.1438	0.0004	-0.0061	-0.005
O	12.8015	-0.4518	21.5789	-0.0024	-0.0011	0.0034
O	0.2108	23.7348	27.6592	0.0054	0.0003	-0.0063
O	14.3194	37.3501	28.3814	0.0304	0.0006	-0.0051
O	6.1723	19.3186	15.6602	-0.0176	-0.0008	-0.0048
O	1.7544	-3.9185	25.6942	0.0017	0.0044	0.0011
O	7.8727	14.2283	28.9904	0.0089	-0.0077	-0.0198
O	-7.9923	5.4178	31.5422	-0.0277	0.0047	-0.0094
O	-4.3017	1.1011	19.5064	-0.0018	0.0015	0.004
O	15.0972	14.7449	15.6675	-0.0022	0.0067	0.0047
O	15.0588	19.4319	15.6092	0.0123	0.0004	-0.0014
O	10.6511	3.5075	16.4981	-0.0002	0.0035	0.0052
O	14.6602	-13.8205	11.2692	-0.0016	-0.0011	0.0012
O	5.7829	12.4224	18.9448	-0.0023	-0.0016	0.0061
O	0.5778	7.3417	24.563	0.0036	0.003	0.0028
O	-5.4953	5.1797	30.8073	-0.0092	-0.0021	-0.0038
O	7.3102	-12.4006	12.4642	0.0006	0.0236	0.0069
O	16.0188	23.6248	16.6374	-0.0025	-0.0046	0.0119
O	27.9744	-14.3522	15.2098	0.0004	0.0053	0.0027
O	8.5373	-7.7109	14.1837	0.0006	-0.0066	0.0337
O	-1.6234	23.5449	20.1889	-0.001	-0.0006	0.0055
O	-15.9793	-10.4427	24.7945	0.0055	-0.0016	0.0015
O	7.1316	-9.9031	29.1009	-0.0005	0.0057	-0.0109
O	32.0814	11.8152	24.6671	0.0002	-0.0044	-0.001
O	-0.8275	11.3705	18.0112	-0.0036	0.003	0.0094
O	30.9186	0.494	25.5587	-0.0055	-0.0009	0.0013
O	5.2889	-12.5345	10.7932	0.001	-0.0032	0.0027
O	-16.6706	-21.2964	12.6626	-0.013	-0.0055	0.0046
O	23.599	11.2712	13.5343	-0.005	0.0015	0.008
O	10.518	12.7094	20.3506	0.0048	-0.0003	0.0075
O	23.9351	-10.5663	19.1351	-0.0014	-0.0002	0.0044
O	2.6402	14.6288	19.9742	0.0001	-0.0022	0.0087
O	12.472	-11.9935	26.302	0.0008	-0.0104	-0.0001
O	5.069	-4.093	25.3478	0.0079	0.0093	0.0108
O	8.3966	18.3248	16.6666	-0.0057	0.001	0.0026
O	14.1457	3.273	27.2977	-0.0052	0.002	0.0027
O	20.7384	15.0345	23.5035	0.0118	-0.0056	-0.0095
O	12.731	4.9166	23.75	-0.0008	0.0003	0.0009
O	4.6368	-1.1201	28.8068	0.0026	-0.0136	-0.0046
O	5.9903	2.8108	17.9029	-0.0096	0.0057	0.0011
O	11.6654	3.9372	26.3054	-0.0004	0.0006	-0.0017
O	-1.2105	-5.4478	14.1665	-0.0049	-0.0004	0.0022
O	16.638	16.6287	26.338	0.0076	0.0018	-0.0041
O	9.4246	15.9777	26.0445	-0.0034	-0.0049	0
O	22.1975	7.4966	19.9118	-0.0041	0.0015	0.0022
O	5.0108	15.1771	24.1252	-0.0024	-0.004	0.0012
O	19.0494	13.4815	17.046	-0.0018	-0.0006	0.0074
O	12.1908	-4.5305	12.434	0.0008	-0.0036	0.0034
O	27.8571	17.6515	28.6929	-0.0026	0.0046	0.0082
O	8.2317	8.503	19.2175	-0.001	-0.0003	0.0046
O	7.6894	5.499	23.3179	0.0006	0.0026	0.0023
O	-0.7768	16.9742	13.8583	-0.002	-0.0013	0.005
O	1.9072	7.055	26.8857	-0.0049	0.0037	0.0056
O	1.5024	20.3739	19.4523	-0.0003	-0.0014	0.0031
O	14.5011	-2.6437	14.466	-0.0072	-0.0016	-0.0049
O	18.4082	8.6367	27.1223	-0.0155	0.0226	-0.0095
O	-16.0663	22.9667	23.0242	0.0028	0.0012	0.0079
O	11.5894	14.9696	30.9488	0.0014	0.0027	0.001
O	13.7672	-7.5795	29.3001	-0.0054	0.006	-0.0105
O	27.6104	-11.7947	28.3408	0.0015	-0.0082	0.0058
O	-17.1127	35.2214	20.8041	-0.0011	0.0007	0.0064
O	16.8831	4.4792	24.0298	0	0.0044	-0.0004
O	7.1184	25.1398	13.139	-0.0144	0.0144	0.0044
O	-23.4337	5.0208	20.2404	-0.0016	-0.0005	0.0014
O	-20.0052	-19.193	24.5849	0.0044	0.004	0.0048
O	12.7482	-8.6854	15.2953	0.0025	-0.0033	-0.0001
O	1.4202	20.5774	14.2959	0.0255	0.0073	0.0189
O	9.2428	26.1719	11.9308	0.0066	0.0107	0.0012
O	12.6857	25.518	25.8324	0.0001	-0.0021	0.0024
O	-1.206	-2.8616	11.4041	0.0143	-0.0101	-0.0028
O	1.4333	3.4208	21.5998	0.0016	0.0005	-0.0008
O	-4.8581	-2.1257	26.1464	-0.0063	-0.017	0.0028
O	-2.7581	-1.0842	27.3343	-0.0079	-0.0048	-0.0218
O	-1.9534	4.5403	27.9014	0.0018	0.0055	-0.0031
O	10.9462	-3.1211	25.1261	-0.0051	-0.0001	0.0023
O	8.476	0.0537	14.5673	-0.0014	0.0071	0.0116
O	-4.7419	-7.0897	19.4466	-0.0014	0.0003	0.0021
O	12.8169	20.1938	16.8668	-0.0023	0.0003	0.0148
O	5.1123	20.9966	31.3323	0.0169	0.0579	-0.0428
O	18.1156	32.9567	28.3826	-0.0059	0.0172	0.0043
O	13.2059	-9.6254	31.1083	0.0088	-0.0179	0.0046
O	10.3315	5.938	23.1561	-0.001	0.0019	0.001
O	8.3404	7.5207	15.9546	-0.0053	-0.0103	0.0025
O	22.1057	27.2775	28.7351	0.004	0.0018	-0.0008

Results
free energy: -229408.486 eV
free energy less fixed offsets of O -568.88, Si -635.61 eV per atom: 3.444 eV

The program warned: the cutoff lies below the one the program advises for these potential files; the forces do not sum to zero within the program's tolerance; the exchange-correlation potential is rough where the density is thin.
